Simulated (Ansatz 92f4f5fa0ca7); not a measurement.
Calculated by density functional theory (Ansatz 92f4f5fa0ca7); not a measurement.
Periodic cell of 220 atoms, Si132O88, from a study of silicon, its oxide and their interface. The atomic structure is a simulated model.
This geometry differs little from another in the collection (a relaxation step or a small displacement).

Settings
functional: r2SCAN
potential files: Ansatz PAW
basis: plane waves
wave-function cutoff: 800 eV
density cutoff ratio: 5
exchange-correlation grid ratio: 1
k mesh: 1 x 1 x 1, shifted by 0.5 0.5 0 of a step
self-consistency stop: 1e-10 eV per atom in the density residual
occupations: fixed
spin: none
net charge: 0

Cell vectors (angstrom)
a, 10.888, 0, 0
b, 0, 10.888, 0
c, 0, 0, 31.7746

Atoms: element, x, y, z (angstrom)
Si, 1.6116, 1.5986, 1.5165
Si, 4.5009, -4.8155, -1.8391
Si, 0.6857, 5.4232, -0.3605
Si, 2.8024, 7.9904, -0.0053
Si, 5.8414, -0.3393, 0.0889
Si, 7.4255, 3.6685, -1.5326
Si, 6.0385, 5.2007, -0.3446
Si, 7.5493, 8.7336, 0.0865
Si, -0.7027, 0.4139, -0.038
Si, 3.9434, 3.7267, 1.5679
Si, 1.4129, 6.7712, 1.4052
Si, 4.0891, 9.5099, 1.258
Si, 6.8536, 1.2852, 1.4281
Si, 9.4826, 3.9383, 1.3425
Si, 6.8008, 6.8033, 1.2689
Si, 9.3918, 9.5856, 1.3785
Si, 0.0413, 2.787, 2.7961
Si, 2.7508, -0.0576, 2.7089
Si, -0.0618, 8.1422, 2.635
Si, 2.7479, 5.3956, 2.7605
Si, 5.4988, 2.5988, 2.8485
Si, 8.1375, -0.035, 2.8709
Si, 5.3751, 8.0879, 2.6768
Si, 8.1778, 5.4335, 2.6459
Si, 1.3884, 4.0991, 4.1777
Si, 4.1071, 1.247, 4.1599
Si, 1.3396, 9.4838, 4.0171
Si, 4.0784, 6.7629, 4.0995
Si, 6.8362, 4.0827, 4.0699
Si, 9.5592, 1.3678, 4.0996
Si, 6.7433, 9.4448, 4.1118
Si, 9.5233, 6.7783, 4.0531
Si, 0.0354, -0.0056, 5.412
Si, 2.7617, 2.6897, 5.4728
Si, -0.0018, 5.4633, 5.4767
Si, 2.7036, 8.1439, 5.4124
Si, 5.4345, -0.0895, 5.5318
Si, 8.1853, 2.7144, 5.4319
Si, 5.4713, 5.433, 5.4356
Si, 8.1683, 8.1313, 5.443
Si, 1.3823, 1.3315, 6.8084
Si, 4.1183, 4.0873, 6.8038
Si, 1.3592, 6.8366, 6.8138
Si, 4.0501, 9.4461, 6.8508
Si, 6.8257, 1.3481, 6.7982
Si, 9.5201, 4.0671, 6.7965
Si, 6.8146, 6.7777, 6.8129
Si, 9.5329, 9.5624, 6.7635
Si, 0.0175, 2.7276, 8.1336
Si, 2.7057, -0.0485, 8.1824
Si, -0.0086, 8.2226, 8.134
Si, 2.7572, 5.481, 8.1454
Si, 5.4823, 2.7295, 8.1489
Si, 8.2062, 0.0303, 8.1727
Si, 5.4712, 8.1304, 8.2024
Si, 8.1426, 5.3894, 8.1563
Si, 1.3695, 4.1248, 9.4522
Si, 4.1151, 1.3412, 9.433
Si, 1.3122, 9.5351, 9.5877
Si, 4.1205, 6.7779, 9.5849
Si, 6.8011, 4.0662, 9.5895
Si, 9.5402, 1.4377, 9.5483
Si, 6.8638, 9.5211, 9.5181
Si, 9.5017, 6.8218, 9.3918
Si, -0.0826, 0.0331, 10.9387
Si, 2.7171, 2.6915, 10.7122
Si, 0.036, 5.5976, 10.7359
Si, 2.7614, 8.1907, 10.8965
Si, 5.5014, 0.0427, 10.81
Si, 8.3425, 2.9306, 10.9656
Si, 5.4092, 5.3594, 11.0021
Si, 8.1636, 8.0521, 10.8416
Si, 1.3515, 1.461, 12.1573
Si, 2.2144, 4.9037, 13.3626
Si, 1.4035, 6.7948, 12.1916
Si, 4.1166, 9.6556, 12.1312
Si, 6.5236, 1.0839, 12.7045
Si, 8.2521, 5.7017, 13.7995
Si, 5.6681, 8.506, 13.4803
Si, 9.4533, 9.4421, 12.2139
Si, -0.563, 2.9415, 15.4577
Si, 3.1132, 0.5262, 13.3837
Si, -1.2786, 7.2467, 15.0279
Si, 4.0144, 3.887, 12.2451
Si, 4.7633, 2.2207, 13.8356
Si, 10.8713, 0.7983, 16.3887
Si, 4.5298, 8.1083, 15.5549
Si, 9.6162, 4.4248, 12.2379
Si, 0.4322, 3.2715, 13.3494
Si, 2.2922, -0.7127, 15.1105
Si, 6.5802, 8.9545, 17.6333
Si, 8.6704, 9.5067, 15.5316
Si, 7.55, 4.2529, 15.6483
Si, 7.546, -0.8651, 13.5674
Si, 6.7566, 6.7826, 12.3143
Si, 11.0557, 8.2465, 13.5369
Si, 27.388, -41.0702, 23.9132
Si, 8.7879, 15.5519, 18.5479
Si, 3.323, 4.4578, 22.6782
Si, 13.5786, -7.2909, 29.8432
Si, 13.2418, -4.893, 26.8448
Si, 4.748, 10.8489, 19.3513
Si, -27.6182, 8.2466, 27.6078
Si, 5.4083, 5.8871, 26.1191
Si, 15.9263, 12.5609, 29.5642
Si, 16.4444, -5.581, 20.9553
Si, 11.0673, 4.8766, 16.6526
Si, 2.2734, -0.3082, 20.6179
Si, 3.0969, -0.9231, 25.8928
Si, 7.9673, 16.2846, 27.6675
Si, 8.7453, 2.5639, 23.4197
Si, 8.4202, -30.3763, 20.6102
Si, 1.3536, -26.2641, 24.2283
Si, 4.4256, -31.0006, 26.4915
Si, -4.6687, 11.3179, 21.8648
Si, 21.0804, -11.8324, 28.8446
Si, 48.1953, -7.8083, 18.9483
Si, 12.5941, 3.0884, 27.091
Si, 10.8026, -20.7716, 19.5583
Si, -14.2105, 18.0508, 19.9415
Si, -30.5003, 13.5131, 20.5955
Si, 12.6513, -1.6905, 23.2215
Si, 18.5753, 8.4312, 28.7113
Si, 9.9448, -11.2462, 23.9373
Si, -4.02, 6.0312, 23.5413
Si, 7.8589, 19.6021, 22.6084
Si, 1.1872, 18.4666, 29.3314
Si, 20.3691, 4.9595, 24.98
Si, 13.9506, -5.6505, 15.5107
Si, 0.3461, -21.2604, 26.5392
Si, 26.8307, -18.029, 15.7887
Si, 19.4184, 2.2412, 31.8343
O, -2.7275, 4.4504, -2.7922
O, -8.052, 2.6053, 1.0822
O, 1.8709, -3.9172, -6.1207
O, 5.3915, 0.3308, -1.3659
O, 9.1269, -23.4907, -8.2379
O, 19.6288, -1.3289, -3.4997
O, 22.3961, 2.1104, -5.3822
O, -3.1999, 2.1365, -19.5229
O, 1.2102, -14.1056, -8.5386
O, 43.2829, -9.9707, -13.8008
O, 20.7901, -32.9983, -16.0245
O, 15.5938, -3.716, -3.0024
O, 12.5644, 13.9275, -3.0697
O, 14.5825, 6.7622, -0.6066
O, 11.6224, 10.6139, 20.1164
O, 10.4605, -4.5895, 16.1026
O, 14.6272, -1.8549, 27.0717
O, 33.9337, -1.766, 14.4103
O, 18.0639, 13.744, 23.7136
O, 3.5067, 9.3569, 15.8495
O, 21.5949, 11.2202, 28.0366
O, -16.8876, 1.3045, 27.992
O, 3.6388, -6.0696, 29.3218
O, 16.9175, 6.6511, 20.1858
O, 14.5081, -4.1207, 15.6382
O, 24.9239, 2.6317, 26.554
O, 17.5343, 5.1977, 22.163
O, 34.8688, 3.6192, 21.8569
O, 5.4273, 11.9712, 23.1117
O, 9.1946, 33.6575, 23.4281
O, -9.4219, 4.6409, 26.7141
O, -8.2104, 12.071, 21.144
O, 10.3729, -6.2017, 18.138
O, 11.2901, -26.2625, 30.1346
O, 4.879, 3.4577, 17.4061
O, 16.428, 4.0327, 19.9353
O, 16.5565, -16.1658, 24.5493
O, 23.7954, 8.4934, 30.4032
O, 26.772, 12.4045, 19.0356
O, 8.6315, 13.8907, 15.4296
O, 2.4591, -34.0615, 21.7888
O, 14.7849, -16.2214, 26.579
O, 7.6477, 9.7725, 16.7611
O, 2.8477, -1.56, 24.4261
O, 11.4498, 10.2933, 23.3593
O, 12.7219, -27.681, 16.6225
O, -8.8199, 6.8163, 28.2075
O, 11.7071, -20.7641, 31.9601
O, 18.3628, 19.0337, 18.6831
O, 25.449, 13.2255, 30.1561
O, 10.8194, 5.698, 24.4833
O, 9.024, -7.8167, 21.8993
O, 6.4996, -5.8026, 27.0186
O, 4.4386, -18.3089, 23.3389
O, 8.3837, 3.2947, 19.3377
O, 8.2845, 16.5399, 24.1645
O, 21.0208, -0.0983, 25.5283
O, -5.396, -19.3794, 25.5283
O, 8.2205, -2.9187, 21.1971
O, 29.6606, 4.7992, 17.1828
O, -6.7673, -21.48, 25.702
O, 16.5448, -2.9078, 16.7273
O, 5.6372, -3.4148, 26.3181
O, 11.5767, 2.378, 19.9798
O, 9.1418, -5.7951, 26.5716
O, 21.0511, 4.7597, 31.8432
O, -3.7441, -33.4299, 22.3749
O, 6.2473, -19.0401, 29.6075
O, 18.8855, 6.9743, 28.0657
O, 23.5149, 26.0078, 31.0028
O, 13.3636, -16.4322, 23.7214
O, 5.2005, 10.587, 20.869
O, -1.3072, -7.4835, 24.516
O, 7.0174, 1.6049, 21.0639
O, -6.7912, 16.3336, 21.6378
O, -2.3909, 5.9041, 19.5451
O, -4.6177, -1.8044, 28.2376
O, 14.101, 10.3241, 19.3158
O, 4.8181, 4.2323, 32.0557
O, 31.1213, 1.0183, 20.2268
O, 1.7013, 10.5454, 26.4291
O, -10.6977, -2.2768, 28.6169
O, -9.3825, -10.6501, 16.1825
O, -16.1597, 31.7934, 18.3193
O, 3.0975, -18.5487, 19.4126
O, -0.719, -11.3474, 30.3687
O, -3.0933, 19.1225, 30.3106
O, 6.8858, -14.1302, 23.3505

Results
free energy: -134619.264 eV
free energy less fixed offsets of O -570.45, Si -639.56 eV per atom: 2.256 eV

Forces (eV/angstrom), in the order of the atoms: element, x, y, z
Si, -0.0039, -0.0054, -0.0251
Si, -0.0124, 0.002, -0.0631
Si, 0.0099, 0.0001, -0.0439
Si, -0.003, -0.0051, -0.028
Si, -0.0075, 0.0083, -0.0179
Si, 0.0027, 0.0164, -0.0668
Si, -0.0105, -0.0089, 0.0093
Si, 0.0095, -0.005, -0.0303
Si, 0.0129, -0.0155, -0.0365
Si, 0.0021, -0.0011, -0.0295
Si, -0.0001, -0.0002, 0.0005
Si, 0.0032, 0.0016, 0
Si, 0.0012, -0.0005, 0.0062
Si, 0.0037, 0.0014, -0.0096
Si, -0.0016, -0.0015, 0.0017
Si, 0.0014, -0.0034, 0.0002
Si, -0.0026, 0.0058, -0.0065
Si, 0.0026, -0.0073, -0.0025
Si, 0.0004, -0.0013, -0.0025
Si, -0.0011, 0.0037, -0.0045
Si, 0.0032, -0.0034, 0.0014
Si, -0.0038, -0.002, -0.0046
Si, 0.0025, 0.0005, 0
Si, 0.0008, 0.0047, -0.0014
Si, 0.0039, -0.0028, -0.0007
Si, 0.0035, -0.0005, 0.0062
Si, -0.0009, -0.0025, -0.0002
Si, 0.0034, 0.004, -0.0027
Si, 0.0044, -0.007, 0.0061
Si, -0.0003, -0.0002, -0.002
Si, 0.0005, -0.0005, -0.0044
Si, 0.0047, 0.0008, 0.0019
Si, 0.0007, -0.0015, -0.0016
Si, 0.0004, -0.0047, 0.0016
Si, 0.0006, -0.0023, -0.0019
Si, 0.0001, -0.0011, -0.0002
Si, 0.0032, -0.003, 0.0001
Si, -0.0003, -0.0012, 0.0034
Si, 0.0009, -0.0011, -0.002
Si, 0.0062, 0.0004, -0.0012
Si, 0.0018, -0.0018, -0.001
Si, 0.0006, -0.002, 0.0013
Si, 0.0054, -0.0003, 0.0012
Si, 0.0008, -0.001, -0.0029
Si, 0.0017, -0.0031, -0.0015
Si, 0.0051, -0.0053, -0.0007
Si, 0.004, -0.0034, -0.001
Si, 0.0018, -0.0008, -0.0023
Si, 0.0045, -0.0033, -0.0011
Si, 0.0008, 0.0007, -0.002
Si, -0.0022, 0.0026, 0.0002
Si, 0.0023, -0.0031, 0.0005
Si, -0.0006, 0.0005, 0.0017
Si, 0.002, -0.0007, 0.0024
Si, 0.0007, -0.001, 0.0008
Si, -0.0034, 0.0075, 0.0031
Si, 0.0035, 0.0011, 0.0017
Si, -0.0041, -0.0059, -0.0057
Si, 0.0017, 0.0018, 0.0031
Si, 0.0003, -0.0001, 0.0029
Si, 0.0004, -0.0067, 0.0033
Si, 0.0024, -0.0022, 0.0018
Si, 0.0003, -0.0022, 0.0009
Si, 0.002, 0.0004, 0.0036
Si, 0.0014, -0.0057, -0.0052
Si, 0.0065, -0.0014, 0.0072
Si, 0.0001, 0.0037, -0.0003
Si, 0.0008, -0.0017, 0.0067
Si, -0.0004, 0.004, 0.0082
Si, 0.0084, -0.0106, 0.015
Si, -0.0024, -0.0002, -0.0016
Si, -0.003, -0.0029, 0.0012
Si, 0.0034, -0.0004, -0.009
Si, -0.0029, 0, 0.0049
Si, 0.0037, 0.0035, -0.0011
Si, 0.0014, -0.0008, 0.002
Si, 0.004, -0.0114, -0.0044
Si, -0.0008, 0.0063, 0.0021
Si, -0.0048, 0.0042, -0.0031
Si, -0.0061, 0.0027, 0.0055
Si, -0.0031, -0.0066, 0.0078
Si, 0.011, -0.0025, 0.0014
Si, 0.0106, -0.0158, 0.0209
Si, -0.0013, -0.0052, -0.0052
Si, -0.004, 0.0047, -0.0024
Si, -0.0011, -0.0068, 0.0553
Si, 0.0023, -0.0024, 0.0447
Si, 0.0052, -0.0004, 0.0011
Si, 0.0044, 0.0058, 0.0084
Si, 0.0021, 0.0028, 0.0377
Si, -0.0007, -0.0018, 0.074
Si, -0.0029, 0.0056, 0.0442
Si, 0.0111, -0.0041, 0.0393
Si, -0.0097, 0.008, -0.0159
Si, 0.0058, -0.0034, 0.0036
Si, 0.0102, 0.0049, 0.0038
Si, -0.0011, 0.0004, -0.0127
Si, -0.0165, -0.0017, 0.0723
Si, -0.0012, 0.002, 0.0103
Si, -0.0031, -0.0042, -0.0546
Si, -0.0009, -0.0065, -0.0471
Si, -0.0137, 0.0019, 0.0476
Si, -0.0067, 0.0075, -0.0545
Si, -0.003, 0.0028, -0.0319
Si, -0.0229, -0.0023, -0.0608
Si, -0.0042, 0.0055, 0.0346
Si, 0.0002, 0.0051, 0.0401
Si, -0.0014, -0.0016, 0.0309
Si, -0.0073, 0.0037, -0.0311
Si, -0.0044, 0.0056, -0.0622
Si, -0.0035, -0.0037, 0.0046
Si, -0.0058, -0.0083, 0.0442
Si, -0.0059, -0.0017, -0.0168
Si, -0.0024, 0.0004, -0.052
Si, 0.0042, -0.0011, 0.0184
Si, 0.0042, 0.005, -0.0666
Si, -0.0133, -0.007, 0.0753
Si, 0, -0.0022, -0.0488
Si, 0.0069, 0.0031, 0.0715
Si, -0.0057, 0.0016, 0.0476
Si, -0.0024, 0.0002, 0.0351
Si, -0.0043, -0.003, 0.0035
Si, -0.0046, -0.0015, -0.0703
Si, -0.0024, -0.0004, -0.0127
Si, -0.0002, 0.0028, -0.0004
Si, -0.0007, 0.0059, 0.0139
Si, 0, -0.0029, -0.0633
Si, 0.0044, -0.0009, -0.0284
Si, -0.0223, -0.0004, 0.0319
Si, 0.0038, -0.0034, -0.0426
Si, -0.0158, -0.0076, 0.0485
Si, -0.0019, -0.0045, 0.0018
O, -0.011, -0.0281, 0.0541
O, -0.0012, -0.0007, 0.0131
O, 0.0027, -0.0035, 0.0202
O, 0.0155, -0.0198, 0.0347
O, -0.0038, 0.001, 0.0013
O, -0.0011, -0.0045, 0.0234
O, 0.0027, 0.0025, 0.0151
O, 0.0041, 0.0001, -0.0178
O, 0.0006, -0.0001, 0.0026
O, -0.0026, 0.0017, -0.0666
O, -0.0073, -0.0099, -0.0206
O, -0.0014, -0.0249, 0.042
O, 0.0113, 0.0034, 0.0407
O, 0.0028, 0.0045, 0.0285
O, -0.0131, 0.0125, -0.0209
O, -0.0033, 0.009, -0.0251
O, 0.0092, -0.0091, 0.0232
O, -0.0055, -0.0038, -0.0153
O, -0.0017, -0.0003, -0.0004
O, 0.0014, -0.0018, -0.0274
O, -0.0099, -0.0119, 0.0373
O, 0.0082, 0.0019, 0.0506
O, 0.0107, 0.0002, 0.0275
O, 0.0071, 0.0045, -0.0159
O, 0.0021, -0.0034, -0.0167
O, -0.0046, 0.0009, 0.0171
O, -0.0028, 0, -0.0107
O, -0.0041, -0.004, -0.0125
O, -0.0007, -0.0005, -0.0052
O, -0.0007, -0.0006, 0.0015
O, -0.0001, -0.0048, 0.0212
O, -0.0034, 0.0012, -0.0122
O, 0.0177, 0, -0.0432
O, 0.0019, -0.0161, 0.042
O, 0.0152, 0.0159, -0.0843
O, -0.0007, -0.0085, -0.0244
O, -0.0043, -0.0006, 0.0133
O, 0.016, 0.001, 0.0399
O, 0.0024, 0.0114, -0.0178
O, 0.0056, -0.0003, -0.0052
O, 0.0042, 0.0066, -0.0103
O, -0.0051, 0.0026, 0.0142
O, 0.0201, 0.0034, -0.047
O, 0.0015, 0.0021, 0.0122
O, -0.002, -0.0019, 0.0058
O, 0.0132, 0.006, -0.0296
O, -0.008, 0.0122, 0.0414
O, 0.0078, 0.0013, 0.0231
O, -0.0109, 0.0227, -0.0281
O, 0.0064, -0.0006, 0.0202
O, -0.0023, 0.0003, 0.0064
O, -0.0027, 0.0001, -0.0178
O, 0.0096, -0.0029, 0.0212
O, -0.0004, -0.0001, 0.0011
O, 0.0023, 0.0178, -0.0262
O, 0.0003, -0.0019, 0.0071
O, 0.0056, 0.004, 0.0178
O, -0.0081, -0.0042, 0.017
O, -0.0046, -0.007, -0.0194
O, -0.0135, -0.0076, -0.05
O, 0.0002, 0.0044, 0.0157
O, -0.0186, -0.0042, -0.0442
O, -0.0011, 0.0051, 0.0231
O, -0.0112, -0.0068, -0.0176
O, -0.0123, 0.0016, 0.0317
O, -0.0119, -0.0092, 0.0224
O, -0.0037, 0.0019, -0.0039
O, 0.0217, 0.009, 0.0293
O, 0.0008, 0.0091, 0.0229
O, -0.0114, 0.0115, 0.0275
O, -0.0028, 0.0022, 0.005
O, -0.006, -0.0022, -0.0253
O, -0.0026, 0.0026, 0.0033
O, 0.0009, 0.0047, -0.0142
O, 0.0035, 0.0018, -0.0093
O, 0.0065, -0.0107, -0.0299
O, 0.0103, -0.0029, 0.0216
O, 0.0045, -0.0002, -0.0183
O, -0.006, 0.0031, 0.0191
O, 0.0066, 0.0013, -0.0218
O, -0.006, 0.002, 0.0142
O, 0.0045, -0.0053, 0.0228
O, 0.003, -0.0026, -0.0223
O, 0.0133, -0.0128, -0.0376
O, 0.0108, 0.0048, -0.0264
O, -0.0037, 0.0173, 0.0523
O, -0.0019, 0.0071, 0.0656
O, -0.0013, -0.0005, -0.0015

The program warned: the cutoff lies below the one the program advises for these potential files; the forces do not sum to zero within the program's tolerance; empty levels may hold ghost states of the PAW files; the exchange-correlation potential is rough where the density is thin.
